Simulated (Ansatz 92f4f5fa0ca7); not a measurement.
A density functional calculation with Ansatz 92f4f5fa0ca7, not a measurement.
Periodic cell of 234 atoms, Si134O100, from a study of silicon, its oxide and their interface. The atomic structure is a simulated model.

Settings
functional: r2SCAN
potential files: Ansatz norm-conserving
basis: plane waves
wave-function cutoff: 1300 eV
density cutoff ratio: 4
exchange-correlation grid ratio: 1
k mesh: 2 x 2 x 1, shifted by 0.5 0.5 0.5 of a step
self-consistency stop: 5e-08 eV per atom in the density residual
occupations: Fermi-Dirac, 0.05 eV
spin: none
net charge: 0

Cell vectors (angstrom)
a  11.5403  0  0
b  0  15.3871  0
c  4.9985  -1.4055  21.967

Atoms: element, x, y, z (angstrom)
Si  0.7042  0.4053  0.3706
Si  0.5049  3.4212  -0.1185
Si  0.6603  8.2751  -0.4303
Si  0.5818  12.7068  0.0996
Si  4.8246  0.4785  0.0397
Si  4.4096  3.5372  -0.03
Si  4.6096  7.9145  -0.0325
Si  4.4546  11.0688  -0.2247
Si  8.2858  1.0451  0.0363
Si  8.3304  4.1075  0.4394
Si  8.3174  7.2503  -0.0314
Si  8.4147  11.9466  -0.089
Si  2.7788  0.2398  1.3826
Si  2.4648  3.9266  1.2391
Si  2.5299  7.9534  1.1743
Si  2.5838  11.7789  1.1494
Si  6.5635  0.3699  1.5518
Si  6.2788  4.0638  1.4654
Si  6.4709  7.7858  1.3684
Si  6.4116  11.5548  1.1184
Si  10.2022  0.3938  1.4365
Si  10.3584  4.0207  1.503
Si  10.3331  7.8133  1.0973
Si  10.2602  12.0112  1.4051
Si  2.6132  2.1528  2.7647
Si  2.5196  5.9681  2.5571
Si  2.5173  9.8609  2.5908
Si  2.7117  13.6576  2.6115
Si  6.4438  2.2359  2.8965
Si  6.3358  5.9651  2.7839
Si  6.4666  9.77  2.6616
Si  6.4421  13.5901  2.5525
Si  10.3004  2.1965  2.8757
Si  10.3885  6.0287  2.7118
Si  10.2861  9.823  2.5425
Si  10.2141  13.8379  2.7635
Si  0.7053  2.1615  4.1603
Si  0.747  6.0119  4.095
Si  0.6271  9.8146  4.0189
Si  0.7212  13.7038  3.9371
Si  4.4942  2.2164  4.1653
Si  4.3862  6.0149  4.0789
Si  4.4738  9.8643  3.9834
Si  4.5827  13.6746  4.0125
Si  8.3895  2.2317  4.201
Si  8.3643  5.9961  4.0402
Si  8.4029  9.7983  4.0177
Si  8.2772  13.642  4.0146
Si  0.6644  0.1595  5.3446
Si  0.7051  4.1151  5.514
Si  0.7595  7.9066  5.4981
Si  0.6245  11.7935  5.3431
Si  4.5547  0.2381  5.3704
Si  4.4925  4.1249  5.5138
Si  4.4247  7.9856  5.4179
Si  4.4926  11.7752  5.4086
Si  8.3627  0.186  5.3079
Si  8.4356  4.156  5.5032
Si  8.3297  7.879  5.4549
Si  8.3833  11.7395  5.3785
Si  2.5857  0.3015  6.6397
Si  2.6073  4.1574  6.9096
Si  2.6754  8.025  7.0009
Si  2.5053  11.8107  6.7667
Si  6.5069  0.3149  6.6955
Si  6.4866  4.1291  6.7977
Si  6.3071  7.9556  6.8263
Si  6.4615  11.8  6.7266
Si  10.2536  -0.0069  6.6692
Si  10.3371  4.0653  6.8912
Si  10.3185  7.7581  6.7936
Si  10.2763  11.7556  6.782
Si  2.63  2.1355  8.0866
Si  2.8351  5.9961  8.3887
Si  2.4782  10.0735  8.3903
Si  2.4968  13.829  7.9578
Si  6.5544  2.1914  8.1133
Si  6.3944  5.9734  8.1865
Si  6.342  9.9638  8.1562
Si  6.4779  13.8022  7.9877
Si  10.3321  1.9348  7.8674
Si  10.3843  5.9115  8.4325
Si  10.2581  9.7442  7.963
Si  10.1617  13.5733  8.3167
Si  0.6232  1.6785  9.2565
Si  0.9463  6.37  9.7066
Si  0.3521  9.5271  9.6524
Si  0.6627  13.9964  9.4246
Si  4.5917  1.9252  9.2974
Si  4.7518  5.095  9.8092
Si  4.5054  10.8426  9.4331
Si  4.493  14.1073  9.0604
Si  8.5578  1.734  9.366
Si  8.2622  6.3768  9.5517
Si  8.3694  9.5674  9.2856
Si  8.1118  14.0009  9.7085
Si  1.7683  -2.2904  12.1059
Si  6.9286  7.2688  18.8131
Si  12.7988  3.2458  18.8579
Si  9.2885  -3.236  14.0704
Si  2.4703  0.1556  13.6321
Si  13.0484  6.119  12.7635
Si  4.432  11.3537  12.1846
Si  9.7433  10.412  11.7577
Si  5.3308  -0.1353  14.4767
Si  10.497  3.0544  11.3528
Si  8.1677  10.1293  18.9936
Si  11.3905  1.6895  14.0028
Si  6.8532  13.3995  12.6529
Si  8.4866  7.8893  12.9663
Si  10.1589  -0.5357  15.2995
Si  1.6169  8.373  14.5104
Si  12.3665  11.7459  17.5053
Si  5.3461  -1.9236  16.8527
Si  11.8038  6.7776  16.4653
Si  9.7478  10.9044  16.7094
Si  4.3291  3.0352  19.0607
Si  7.9698  5.6664  14.5344
Si  3.4035  10.6212  14.7309
Si  3.8103  -4.6158  17.53
Si  13.2651  6.2996  18.8375
Si  1.72  13.0604  14.9057
Si  10.2145  5.5071  12.7445
Si  5.7143  0.9227  17.2301
Si  4.4477  5.8998  17.6911
Si  8.5819  15.7469  17.5919
Si  4.192  9.4899  20.2018
Si  9.0088  5.5992  17.2728
Si  11.1896  1.4522  16.9123
Si  9.988  4.1022  19.803
Si  2.84  6.022  15.227
Si  8.0662  12.8939  17.9984
Si  12.0007  -2.3401  20.3432
Si  6.5857  6.0855  12.0079
O  0.6951  -1.0764  -0.4111
O  4.2634  9.631  18.58
O  0.6272  1.8027  -0.5801
O  0.1921  4.1958  -1.5506
O  8.3256  6.7627  18.1648
O  4.6658  4.538  18.5357
O  4.7649  8.1407  20.9123
O  0.2171  12.0762  -1.3558
O  9.8306  1.3995  17.8467
O  4.6651  1.9957  -0.6245
O  12.9997  7.7458  13.015
O  4.0716  4.4312  -1.3786
O  7.1201  8.8702  19.1509
O  4.9226  6.91  -1.3215
O  4.258  11.639  -1.7694
O  4.1136  10.0954  16.0826
O  5.1516  -0.5443  17.7146
O  7.2192  16.5922  17.783
O  12.4397  12.7537  16.2448
O  8.2936  2.652  -0.4216
O  11.4729  3.3947  19.8011
O  8.7466  15.2479  16.0241
O  9.167  11.0778  -1.2986
O  1.5015  5.7835  11.1861
O  2.3084  -0.7526  12.2922
O  9.6944  6.9859  12.3253
O  4.5777  9.4585  -0.619
O  0.6901  7.9642  9.9962
O  7.7277  5.5659  10.9351
O  2.9704  -3.3603  11.9689
O  0.8529  13.0476  10.7771
O  11.3189  -0.1151  16.4055
O  4.5441  0.2914  9.8814
O  4.6268  3.4491  10.1438
O  4.0289  0.5689  13.7807
O  4.5379  12.504  9.6851
O  11.1878  10.0559  11.0781
O  2.2286  -4.3773  17.767
O  5.536  12.5041  12.4112
O  7.663  13.5343  11.2453
O  8.2483  0.2293  9.9166
O  2.1068  14.6303  14.9356
O  9.1076  2.471  10.7467
O  8.3707  8.0133  9.8933
O  12.9275  5.7155  15.921
O  9.9671  11.7358  12.6611
O  7.7762  -2.749  13.7656
O  0.964  -2.6433  13.493
O  4.7442  2.0456  17.8372
O  5.819  0.956  15.5946
O  10.3181  6.1492  16.4836
O  7.0137  7.6549  12.2714
O  6.4039  14.8476  13.3099
O  5.1465  5.851  11.2687
O  10.1156  -2.0424  14.7766
O  0.6413  0.1805  9.9695
O  6.9125  -2.3334  16.8699
O  8.4419  5.6115  -0.3535
O  14.2806  2.7924  19.3639
O  8.2813  7.2929  14.4975
O  11.6799  5.5455  13.4246
O  7.5588  11.6719  18.9652
O  2.9355  7.6546  15.1764
O  11.9111  -2.8106  18.8058
O  10.7509  2.6411  12.8947
O  8.1173  7.9329  -1.5374
O  6.6917  5.3818  13.5178
O  11.8471  8.0619  15.4464
O  3.2166  6.7311  18.3506
O  8.637  10.5964  10.5677
O  12.4034  2.1044  17.747
O  9.2129  4.8653  13.8504
O  0.2958  2.7094  10.5053
O  4.5093  -3.1299  17.5448
O  6.5628  6.4516  20.1853
O  4.4116  10.3906  13.5031
O  10.5021  0.3183  13.9565
O  9.0397  9.3806  12.8258
O  10.3178  4.6561  11.3802
O  2.7415  5.4838  13.6727
O  1.9366  9.9442  14.4649
O  12.972  -1.038  20.5252
O  1.4366  1.4199  13.6682
O  1.4842  4.7673  18.3491
O  5.7456  6.8809  17.7402
O  9.3742  10.9011  15.1299
O  4.0784  5.4909  16.1313
O  7.9248  5.1732  16.0939
O  11.1546  2.3188  15.5067
O  9.4481  4.3923  18.2735
O  5.0064  -1.516  15.3087
O  3.0789  12.1859  14.9306
O  10.4621  -1.9936  20.8595
O  12.1919  7.2033  17.9986
O  11.2949  10.5951  17.0802
O  8.4438  14.4016  18.5439
O  4.726  10.3076  10.9756
O  7.7738  13.3139  -0.7468
O  9.4289  12.3952  17.285
O  8.8379  9.8386  17.524

Results
free energy: -62185.774 eV
free energy less fixed offsets of O -463.61, Si -117.95 eV per atom: -19.474 eV
pressure: -1.97 GPa
stress xx, yy, zz, yz, xz, xy (GPa, positive in tension): 1.19, 2.57, 2.15, -0.03, 0.11, -0.36

Forces (eV/angstrom), in the order of the atoms: element, x, y, z
Si  0.0808  -0.1099  -0.9355
Si  -0.1281  -0.1674  -0.664
Si  0.217  0.4185  -0.2138
Si  0.1381  0.3108  -0.808
Si  0.1433  0.0256  -0.3906
Si  -0.0105  -0.1802  -0.4106
Si  0.0106  0.16  -0.4528
Si  0.0035  -0.1398  -0.8445
Si  0.2295  0.2759  -0.5015
Si  0.1019  0.1775  -0.7461
Si  0.0736  -0.2448  -0.7473
Si  0.1856  0.082  -0.3748
Si  0.2574  0.2458  -0.287
Si  -0.0015  -0.0071  -0.2102
Si  -0.0064  -0.1696  -0.2228
Si  -0.1011  0.0809  -0.1453
Si  -0.0518  0.0217  -0.1999
Si  -0.3209  -0.1056  -0.4072
Si  -0.0164  0.0193  -0.1408
Si  0.0518  0.0907  0.0325
Si  -0.277  0.1415  -0.3252
Si  0.1935  0.0137  -0.3138
Si  -0.028  -0.1383  0.006
Si  -0.0977  -0.1329  0.0018
Si  0.1116  -0.1242  0.1271
Si  0.0246  -0.0255  -0.2192
Si  0.1517  0.0794  0.1
Si  0.0041  -0.2076  0.1204
Si  -0.072  0.0462  0.2617
Si  0.0644  0.0164  0.3378
Si  -0.1278  -0.0172  0.0326
Si  0.1179  -0.1576  -0.2802
Si  -0.0771  0.057  0.3021
Si  -0.1058  0.2581  -0.0445
Si  0.1494  0.0775  -0.2233
Si  -0.1039  0.0199  0.1682
Si  -0.1852  -0.0386  -0.0447
Si  -0.1114  -0.0591  0.0655
Si  0.0758  -0.0926  0.1057
Si  -0.0151  -0.1158  -0.0333
Si  0.0234  0.1523  -0.1424
Si  0.0677  0.0632  0.0531
Si  -0.0079  0.0686  -0.0276
Si  -0.1499  0.0502  0.0952
Si  0.1803  -0.0027  -0.2071
Si  -0.0136  -0.0695  -0.1312
Si  -0.0939  -0.0283  0.0504
Si  0.1571  -0.0011  0.018
Si  0.1335  0.1004  0.1355
Si  0.1263  0.0123  -0.148
Si  -0.1078  0.0225  0.0787
Si  0.0447  0.0644  -0.0482
Si  -0.028  -0.1259  0.0377
Si  0.033  0.048  -0.0419
Si  0.0019  0.0106  -0.0709
Si  0.0343  -0.136  -0.0135
Si  -0.2677  0.0264  0.265
Si  -0.0598  -0.0663  0.0486
Si  0.0892  0.0227  0.1552
Si  -0.042  0.0691  -0.0484
Si  -0.1102  0.011  -0.2851
Si  -0.0674  0.0692  0.0181
Si  -0.0057  0.057  0.2391
Si  0.063  -0.0622  -0.2191
Si  0.2981  0.1219  -0.2371
Si  0.0986  0.0606  -0.1989
Si  -0.0331  -0.0032  -0.0541
Si  0.032  0.0048  -0.1878
Si  -0.0487  -0.3159  -0.0695
Si  -0.0556  0.2338  0.1294
Si  -0.0155  -0.357  -0.0989
Si  -0.0246  0.0458  0.0029
Si  -0.4132  -0.1391  0.1501
Si  -0.0407  -0.251  0.2791
Si  -0.1108  -0.0411  0.2278
Si  -0.2642  0.0102  0.232
Si  0.3902  -0.195  0.1331
Si  0.0307  -0.1397  0.3879
Si  0.0139  0.0601  0.1148
Si  0.3053  -0.1291  0.1326
Si  -0.1185  0.1386  0.1461
Si  -0.0344  0.1519  0.3047
Si  0.1393  -0.0148  0.2208
Si  -0.0726  0.1142  0.1536
Si  0.1167  0.0773  0.7478
Si  -0.009  -0.0539  0.3781
Si  -0.1135  -0.0939  0.3082
Si  0.1413  0.1102  0.6958
Si  -0.077  -0.1009  0.4323
Si  0.0634  0.5967  0.1703
Si  0.1191  0.0033  0.349
Si  -0.0955  0.1343  0.7935
Si  0.1234  0.054  0.611
Si  0.0664  0.0013  0.3255
Si  -0.2162  -0.1416  0.6446
Si  -0.2968  0.3336  0.3731
Si  -0.1336  0.1061  0.4159
Si  0.0161  0.0627  -0.7197
Si  0.0658  -0.1976  -0.6425
Si  0.1094  -0.0733  0.4809
Si  -0.0669  0.2649  0.5081
Si  -0.0364  0.0876  0.4468
Si  0.1242  -0.3034  0.5496
Si  -0.0015  0.1314  0.3838
Si  -0.0281  0.0657  0.1774
Si  -0.0315  -0.0605  0.3367
Si  -0.1365  -0.0329  -0.5096
Si  -0.0508  -0.1034  0.3132
Si  0.1174  0.0561  0.5717
Si  0.0527  0.0358  0.5029
Si  -0.08  -0.1355  -0.1013
Si  -0.0867  0.2783  0.1642
Si  -0.004  -0.2973  -0.4124
Si  -0.0234  -0.0154  0.122
Si  -0.2895  0.0976  -0.1324
Si  0.064  -0.2244  -0.2466
Si  -0.0287  -0.1075  -0.5043
Si  0.0972  -0.1361  0.4281
Si  -0.0235  -0.2315  0.1709
Si  0.0183  0.0946  -0.3959
Si  -0.0416  0.2764  -0.4597
Si  0.0101  0.0117  0.4435
Si  -0.0543  -0.0457  0.6693
Si  0.1192  -0.0374  0.0225
Si  0.0755  0.0677  -0.4434
Si  -0.0696  0.1277  -0.1784
Si  0.1245  0.0464  -0.4989
Si  -0.122  0.1865  -0.5109
Si  0.1121  0.0954  -0.0879
Si  -0.0586  0.0758  -0.4375
Si  0.1677  -0.1515  0.1881
Si  0.0043  0.2257  -0.3291
Si  -0.0726  -0.036  -0.2104
Si  -0.0621  -0.0365  0.2966
O  -0.0867  -0.4093  0.7885
O  -0.1118  -0.0011  0.5606
O  -0.0296  0.1466  0.8505
O  0.1012  -0.1709  0.4285
O  -0.2181  -0.0497  0.3357
O  -0.1216  -0.0844  0.2487
O  0.3584  -0.195  -0.0609
O  -0.1691  -0.2084  0.2591
O  0.0607  -0.2739  -0.1462
O  -0.0805  0.1247  0.6096
O  0.0977  -0.3168  0.1082
O  0.2878  -0.0147  0.2922
O  0.082  -0.0254  0.1495
O  -0.1176  0.0053  0.2996
O  0.0312  -0.0976  0.553
O  -0.265  0.3179  0.068
O  0.267  0.0929  -0.3207
O  -0.0962  -0.258  -0.088
O  0.1078  -0.1624  -0.0065
O  0.1038  0.0819  0.7492
O  -0.1425  0.2051  0.0772
O  0.2409  0.0568  0.2654
O  -0.0367  0.2219  0.2715
O  -0.2389  0.1945  -0.5557
O  0.0044  -0.2828  -0.0506
O  -0.0792  -0.1517  0.0004
O  -0.0936  0.1907  0.5548
O  0.0802  0.0141  -0.198
O  0.1593  0.3456  -0.4172
O  0.0144  0.1077  -0.0916
O  -0.0783  0.2585  -0.4536
O  -0.3347  0.2686  -0.1115
O  0.0626  -0.2806  -0.6278
O  -0.0131  0.0304  -0.4478
O  -0.0726  -0.3062  -0.051
O  -0.0128  -0.0978  -0.0272
O  0.1425  -0.126  -0.4404
O  0.0783  0.0892  0.0395
O  -0.0856  -0.0065  -0.2099
O  0.2537  0.0684  -0.7254
O  0.1875  -0.0351  -0.2675
O  0.0144  -0.1289  -0.4326
O  0.0629  -0.047  -0.3991
O  -0.0614  -0.1086  -0.4771
O  0.1212  0.2611  -0.0525
O  -0.1548  -0.1987  -0.3028
O  -0.0421  0.0922  -0.4081
O  0.4001  0.1667  -0.3167
O  -0.046  0.1825  0.399
O  -0.1417  -0.3403  0.0965
O  0.0104  -0.0665  0.2489
O  0.1663  -0.3098  -0.0305
O  -0.0701  -0.3859  -0.1574
O  -0.0677  -0.3787  -0.3351
O  -0.111  -0.002  -0.0773
O  -0.0809  -0.1124  -0.6494
O  -0.0245  0.0373  0.2273
O  -0.2462  -0.2072  0.5275
O  0.0671  0.1533  0.1059
O  -0.0251  -0.2141  -0.6459
O  -0.0516  0.0508  -0.4284
O  0.1771  -0.1979  0.0694
O  -0.3773  -0.2469  -0.2153
O  0.0508  0.1219  0.4892
O  -0.0171  0.083  -0.5354
O  0.079  -0.2888  0.493
O  0.1679  0.3101  -0.5182
O  0.3836  -0.265  -0.0446
O  -0.0907  -0.2146  0.2084
O  0.0497  -0.2532  -0.2997
O  -0.0243  0.3437  0.4001
O  0.0224  0.3816  -0.3687
O  -0.1103  -0.1661  -0.3064
O  -0.0445  -0.219  -0.09
O  -0.5127  0.1299  0.6344
O  -0.2175  0.409  -0.2543
O  0.2343  0.1352  0.1947
O  0.2155  0.1386  -0.4838
O  0.0418  0.0433  -0.0418
O  -0.3198  0.3847  -0.0804
O  0.2719  -0.0613  0.007
O  -0.1974  -0.233  0.3864
O  -0.1299  -0.2293  -0.0596
O  -0.0204  -0.1287  0.345
O  0.0792  -0.0404  0.4507
O  0.0569  0.336  0.0418
O  -0.193  0.192  0.2513
O  0.197  0.1809  -0.0524
O  0.0194  -0.3812  -0.0646
O  0.2352  -0.0625  0.6194
O  0.102  0.2255  0.0244
O  -0.1698  -0.022  -0.0987
O  0.0131  0.2688  0.2917
O  0.2476  -0.3385  0.0855
O  -0.0803  0.4369  0.08
O  -0.0423  -0.0919  -0.0998
O  -0.1077  0.4382  -0.2704
O  0.0418  -0.1429  -0.1349
O  -0.1437  -0.1877  0.1087
O  -0.0727  0.3223  0.4706
